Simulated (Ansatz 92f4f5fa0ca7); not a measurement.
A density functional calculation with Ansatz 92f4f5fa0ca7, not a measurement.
Periodic cell of 306 atoms, Si196O110, from a study of silicon, its oxide and their interface. The atomic structure is a simulated model.
Doubt: the cutoff is far below the 930 eV that the study's wrapper takes by default for these files, so forces and energies are approximate.
This geometry differs little from another in the collection (a relaxation step or a small displacement).

Settings
functional: PBE
potential files: Ansatz PAW
basis: plane waves
wave-function cutoff: 580 eV
density cutoff ratio: 5
exchange-correlation grid ratio: 1
k mesh: 1 x 1 x 1, Gamma-centred
self-consistency stop: 5e-08 eV per atom in the density residual
occupations: fixed
spin: none
net charge: 0

Cell vectors (angstrom)
a 11.6015 0 0
b 0 10.938 0
c 0 0 42.2323

Atoms: element, x, y, z (angstrom)
Si 0 0 0.9665
Si 3.8672 0 0.9665
Si 7.7343 0 0.9665
Si 1.9336 1.3673 0.9665
Si 5.8008 1.3673 0.9665
Si 9.6679 1.3673 0.9665
Si 0 5.469 0.9665
Si 3.8672 5.469 0.9665
Si 7.7343 5.469 0.9665
Si 1.9336 6.8362 0.9665
Si 5.8008 6.8362 0.9665
Si 9.6679 6.8362 0.9665
Si 1.9336 2.7345 41.2652
Si 5.8008 2.7345 41.2652
Si 9.6679 2.7345 41.2652
Si 0 4.1018 41.2652
Si 3.8672 4.1018 41.2652
Si 7.7343 4.1018 41.2652
Si 1.9336 8.2035 41.2652
Si 5.8008 8.2035 41.2652
Si 9.6679 8.2035 41.2652
Si 0 9.5708 41.2652
Si 3.8672 9.5708 41.2652
Si 7.7343 9.5708 41.2652
Si 0 0 4.8337
Si 3.8672 0 4.8337
Si 7.7343 0 4.8337
Si 1.9336 1.3673 4.8337
Si 5.8008 1.3673 4.8337
Si 9.6679 1.3673 4.8337
Si 0 5.469 4.8337
Si 3.8672 5.469 4.8337
Si 7.7343 5.469 4.8337
Si 1.9336 6.8362 4.8337
Si 5.8008 6.8362 4.8337
Si 9.6679 6.8362 4.8337
Si 1.9336 2.7345 2.9001
Si 5.8008 2.7345 2.9001
Si 9.6679 2.7345 2.9001
Si 0 4.1018 2.9001
Si 3.8672 4.1018 2.9001
Si 7.7343 4.1018 2.9001
Si 1.9336 8.2035 2.9001
Si 5.8008 8.2035 2.9001
Si 9.6679 8.2035 2.9001
Si 0 9.5708 2.9001
Si 3.8672 9.5708 2.9001
Si 7.7343 9.5708 2.9001
Si -0.6278 1.3997 30.3058
Si 4.0618 -0.0922 31.3618
Si 7.6901 0.0026 31.6835
Si 2.1354 2.2617 31.4957
Si 5.8326 1.4495 31.4822
Si 9.7885 0.8988 32.2067
Si 0.3437 5.302 31.581
Si 3.424 4.8241 31.5637
Si 7.6566 5.2868 31.1295
Si 2.6349 8.6554 29.9402
Si 5.8333 6.8377 31.1323
Si 9.9629 7.5056 31.5792
Si 1.9007 2.8195 33.7325
Si 5.7614 2.7016 33.528
Si 9.5861 2.7528 33.611
Si -0.0655 4.0703 33.5599
Si 3.8655 4.1019 33.72
Si 7.6739 4.1179 33.3226
Si 2.0627 8.6878 32.9166
Si 5.6972 8.0476 33.3527
Si 9.4715 8.4324 33.6363
Si -0.5858 10.1837 33.4676
Si 4.0433 9.7111 33.4499
Si 7.4591 9.585 33.5917
Si -0.1171 0.1172 35.5684
Si 3.8719 0.0219 35.4562
Si 7.6395 0.029 35.5169
Si 1.8975 1.3233 35.5045
Si 5.7609 1.4192 35.5135
Si 9.545 1.457 35.5822
Si -0.0956 5.4622 35.4672
Si 3.8554 5.5239 35.5484
Si 7.6945 5.4768 35.3351
Si 1.849 6.7736 35.4774
Si 5.7765 6.8481 35.4087
Si 9.6076 6.8798 35.4278
Si 1.8999 2.7357 37.4026
Si 5.7698 2.7809 37.426
Si 9.586 2.7956 37.4768
Si -0.0518 4.0948 37.4009
Si 3.8258 4.1061 37.4286
Si 7.6821 4.1667 37.3566
Si 1.9017 8.2142 37.3711
Si 5.7894 8.1998 37.3737
Si 9.6221 8.1971 37.3982
Si -0.0482 9.5641 37.3992
Si 3.8536 9.5645 37.3783
Si 7.7041 9.5718 37.4153
Si 0 0 39.3316
Si 3.8672 0 39.3316
Si 7.7343 0 39.3316
Si 1.9336 1.3673 39.3316
Si 5.8008 1.3673 39.3316
Si 9.6679 1.3673 39.3316
Si 0 5.469 39.3316
Si 3.8672 5.469 39.3316
Si 7.7343 5.469 39.3316
Si 1.9336 6.8362 39.3316
Si 5.8008 6.8362 39.3316
Si 9.6679 6.8362 39.3316
Si 2.0042 2.7466 6.713
Si 5.8482 2.7363 6.7918
Si 9.7036 2.7544 6.7728
Si 0.0626 4.0653 6.7022
Si 3.9307 4.1154 6.7518
Si 7.7619 4.1278 6.8231
Si 1.9606 8.178 6.812
Si 5.8534 8.1673 6.8087
Si 9.6904 8.1523 6.7724
Si 0.0082 9.525 6.7579
Si 3.9212 9.5126 6.739
Si 7.7701 9.5581 6.7678
Si 0.0359 -0.0195 8.6556
Si 3.9613 -0.0537 8.6364
Si 7.7931 0.0605 8.6455
Si 1.9937 1.2335 8.4963
Si 5.8394 1.3808 8.7469
Si 9.7238 1.3922 8.7063
Si 0.1276 5.3429 8.6506
Si 3.9359 5.4831 8.6855
Si 7.7565 5.4585 8.8331
Si 1.9956 6.8086 8.781
Si 5.8516 6.8817 8.8352
Si 9.766 6.6911 8.653
Si 2.0921 2.3655 10.4917
Si 5.8586 2.7482 10.7268
Si 9.7204 2.7231 10.6878
Si 0.166 3.8724 10.5286
Si 3.843 3.9064 10.4134
Si 7.7695 4.1111 10.8205
Si 2.0925 8.2534 10.7057
Si 5.9849 8.2928 10.797
Si 9.9032 8.2004 10.3989
Si 0.1743 9.6185 10.6159
Si 3.9174 9.7212 10.6924
Si 7.9607 9.5341 10.4533
Si -0.5333 -0.5471 12.7738
Si 3.0728 0.7219 12.0078
Si 7.8452 -0.1418 12.4572
Si 1.9797 0.6948 14.1075
Si 5.224 1.4182 12.6359
Si 9.5782 1.3709 12.6074
Si 0.0174 5.59 13.1806
Si 3.9311 5.1187 13.2394
Si 7.0743 5.0303 12.9938
Si 2.393 7.5619 12.963
Si 7.1253 7.4102 12.8139
Si 9.5648 7.6886 12.6429
O 7.8878 4.2866 14.2128
O 2.8622 10.9161 15.3137
O -3.6237 7.7428 18.7465
O 7.4872 2.0076 15.6299
O 2.4691 8.8313 13.9803
O 10.4478 8.937 13.3254
O 11.8766 4.3477 14.189
O 0.2315 16.0205 11.6596
O 5.4852 4.6538 13.3226
O 1.7103 2.2059 14.6492
O 3.0324 4.4743 14.4306
O 9.5973 2.2577 14.0212
O 3.2226 7.5586 28.9093
O 12.4021 9.708 32.6856
O 5.976 8.0406 29.9795
O 1.1801 8.9842 29.2912
O 10.3059 8.636 30.4415
O -0.362 10.9534 29.4987
O 11.3968 6.8026 31.9052
O 10.3143 2.3324 29.1439
O 7.7776 9.9682 30.3345
O 5.7516 2.5861 30.2738
O 1.9521 5.5057 31.4612
O -0.2706 4.861 30.1236
Si 6.5816 3.258 29.044
Si 6.0644 12.1535 15.596
Si 8.3647 6.6978 24.8457
Si -0.3938 9.3624 29.2814
Si 3.364 3.928 19.7382
Si 5.7896 5.3385 21.2602
Si 5.3863 5.999 24.4308
Si 3.1729 8.1855 25.2383
Si 4.6052 4.4064 26.9892
Si 8.5847 3.0524 15.0321
Si 1.0615 6.3312 22.2928
Si 12.7297 3.4761 21.4325
Si 3.9507 0.0877 25.5466
Si 2.904 9.2914 15.4851
Si 7.7772 7.3316 17.1983
Si 7.718 14.2612 19.7768
Si 5.326 9.7289 19.7037
Si 5.3157 1.7336 18.5656
Si 1 5.0012 17.7885
Si 2.3523 13.381 26.6317
Si 2.4984 6.6892 27.7431
Si 6.6233 11.5397 27.1913
Si 1.6298 3.7916 14.9316
Si 9.2664 1.1589 25.6252
Si 9.5585 3.8338 24.1956
Si 6.9761 9.1139 29.2008
Si 11.0993 2.631 27.7399
Si 4.8936 7.9197 17.223
Si 9.4552 4.7257 17.5172
Si 10.7869 10.8758 23.3052
Si 2.5842 8.6845 20.8469
Si 2.0883 7.8165 17.9454
Si 2.1751 10.2757 23.3514
Si 7.5283 7.9178 20.2944
Si 10.0453 2.475 21.5274
Si 7.2553 9.3648 14.9987
Si -1.7048 -2.9501 22.4007
Si 1.0005 4.1023 24.2743
Si -0.354 5.414 28.5872
Si 9.4012 7.7519 27.6865
O 10.2319 1.0813 22.309
O 3.5946 5.5676 27.421
O 2.6956 0.8992 26.2253
O 4.3435 8.605 15.8415
O 6.1751 6.9242 16.9666
O 4.1718 8.9427 20.5586
O 1.0831 6.0649 28.2087
O 4.0033 9.4319 25.9219
O 10.5123 9.4698 22.5649
O 0.7751 11.06 23.6577
O 1.909 8.8976 16.7273
O 7.9864 8.1737 28.3552
O 2.4207 8.0648 31.4436
O 6.7384 6.807 24.8846
O 4.1697 7.0848 24.561
O 8.8184 2.4984 24.7876
O 10.4971 8.9739 27.8449
O 6.7438 9.3615 20.45
O 5.8276 4.3305 28.072
O 6.7842 13.2681 18.9056
O 1.0384 6.6252 17.6364
O 8.4768 4.3623 18.775
O 2.2306 7.3352 21.7252
O 2.1685 8.8198 24.1162
O 9.9254 10.9548 24.6785
O 8.9372 7.5928 23.6338
O 12.5492 5.088 21.2525
O 3.7861 3.0064 27.1702
O 8.076 8.6068 16.2011
O 6.3308 10.2382 28.1702
O 1.127 2.365 27.7124
O 1.4531 4.1326 16.4967
O 1.145 3.0818 23.0127
O 6.4842 6.7363 20.7604
O 9.0822 7.3083 26.1647
O 9.4112 3.6332 16.3056
O 5.3752 0.7115 26.1008
O 2.225 7.5338 26.382
O -0.1576 13.7086 20.7208
O 5.1415 4.7329 25.4658
O 1.823 8.5488 19.3933
O -2.6596 7.9071 21.0895
O 5.0713 11.3359 19.5047
O 8 0.4196 26.3316
O 13.0038 5.6327 23.7674
O 3.6125 7.1695 17.9115
O 2.1525 9.9923 21.736
O -0.5994 4.7382 18.0738
O 8.8485 6.1314 16.8951
O 5.3863 -1.8128 18.1932
O -0.414 7.0065 22.312
O 11.061 4.0539 24.793
O 9.6878 3.6947 22.5707
O 2.5729 3.0217 20.8499
O 6.4786 8.2019 14.1329
O 5.5007 5.4384 22.8824
O 6.2947 -0.4015 15.5807
O 1.9508 3.5105 25.4464
O 5.2242 12.4069 16.9627
O 4.3777 5.0189 20.4576
O 3.5208 0.1364 23.9236
O 8.8157 2.3579 20.4875
O 6.8442 4.1292 20.9077
O 4.2006 2.8767 18.8428
O 2.1623 4.6288 18.8782
O 10.425 1.6652 26.6393
O 10.8843 4.2305 27.5321
O 8.6756 5.1189 24.6121
O 13.2754 -3.3962 34.0112
O 3.7766 -1.1033 30.0701
O 3.323 4.6674 11.8072
O 8.9298 6.3347 31.0545
O -3.8912 4.1963 29.8445
O 6.9336 1.9713 28.07
O 5.2642 1.7712 14.2646
O 10.1352 6.2661 13.3152
O 12.1201 -0.0436 13.937
O 2.668 0.7546 31.3092
O 17.8072 0.0879 12.492
O 12.7317 6.7074 13.5309
O -1.5607 6.4817 28.4679
O 3.8017 6.7462 13.2489
O 8.2309 10.1303 13.9426
O 12.3085 2.2502 30.7246
O 3.1722 3.3607 30.7951
O 4.52 5.8399 30.8723

Results
free energy: -187155.491 eV
free energy less fixed offsets of O -568.88, Si -635.61 eV per atom: 0.869 eV

Forces (eV/angstrom), in the order of the atoms: element, x, y, z
Si 0.0072 0.036 -0.0024
Si -0.0127 0.0441 -0.0087
Si 0.0079 0.0208 -0.0024
Si -0.0003 -0.005 -0.0043
Si -0.0027 -0.0543 0.0019
Si 0.0004 -0.0195 0.0158
Si -0.0016 0.0149 -0.0128
Si 0.0027 0.0095 -0.0015
Si 0.0012 0.0928 -0.0089
Si -0.006 -0.0706 0.0092
Si -0.0067 -0.0765 0.0063
Si 0.0113 -0.0221 -0.0051
Si -0.0082 0.0074 0.0173
Si -0.0163 0.028 0.0185
Si 0.0019 -0.0273 0.0439
Si -0.0072 -0.0275 -0.0103
Si -0.0184 -0.0019 0.0028
Si -0.0059 -0.1242 -0.0424
Si -0.0173 0.0744 -0.0268
Si -0.0253 0.0913 -0.0354
Si 0.0014 0.0318 -0.0124
Si -0.0252 -0.0139 0.0298
Si 0.0016 -0.0369 0.0155
Si -0.017 -0.01 0.0028
Si -0.0065 -0.0588 0.1188
Si 0.0254 -0.0846 -0.0014
Si 0.047 -0.0876 -0.0163
Si 0.1208 -0.1267 -0.2648
Si 0.0439 -0.0229 0.1933
Si -0.0324 0.0127 0.1141
Si 0.0555 0.1076 -0.2604
Si 0.0684 0.0934 -0.143
Si 0.0122 0.0225 0.1889
Si -0.0003 -0.0752 0.1877
Si 0.1005 -0.1081 0.1428
Si -0.0411 -0.1162 -0.157
Si 0.0047 -0.0244 -0.0483
Si 0.0131 0.0556 -0.0048
Si 0.0142 0.0281 -0.0178
Si 0.0087 0.002 -0.0069
Si 0.0061 -0.0178 0.015
Si 0.0144 -0.1234 0.056
Si 0.0215 0.0924 0.0447
Si 0.0141 0.0994 0.0344
Si 0.0119 0.0179 0.0062
Si 0.0034 -0.0145 -0.0249
Si 0.0278 -0.0143 -0.0212
Si 0.0154 -0.0022 -0.0246
Si 0 0.0001 -0.0008
Si 0.0003 0.0004 0.0008
Si -0.0021 0.0037 -0.0009
Si -0.0009 0.0035 -0.0002
Si 0.0016 -0.0019 0.0001
Si -0.0008 0.0041 -0.0027
Si -0.0011 -0.0047 0.0034
Si 0.0009 -0.0017 0.0015
Si 0.0005 0.0046 -0.0055
Si 0.001 0.0008 0.0009
Si 0.0009 -0.0005 0
Si -0.0016 -0.0034 -0.0009
Si -0.0021 0.0018 -0.0022
Si -0.0013 0.0003 0.0016
Si 0.001 -0.0015 -0.0008
Si 0.0034 -0.0004 -0.0042
Si 0.0013 -0.0003 -0.003
Si -0.0019 -0.0012 0.0008
Si 0.0019 0.0011 -0.0027
Si 0.003 0.0025 -0.0017
Si 0.0018 0.0022 -0.0007
Si -0.0021 -0.0042 0.0014
Si -0.0018 0.001 -0.0011
Si -0.003 -0.0025 0.0023
Si 0.002 0.0012 0.0002
Si -0.0012 -0.0016 -0.0017
Si 0.0011 -0.0001 -0.0029
Si -0.002 0.0009 0.0009
Si 0.0029 0.0016 -0.0035
Si -0.0026 -0.0004 -0.0005
Si 0.0007 0.0011 -0.0018
Si -0.0022 0.0005 -0.0015
Si 0.0002 0.0001 -0.0008
Si 0.0021 -0.003 0.0046
Si -0.0015 -0.0006 -0.0005
Si 0.0016 -0.0002 -0.0011
Si -0.0002 -0.0019 -0.0005
Si -0.0009 -0.0001 0.0006
Si 0.0003 -0.0004 -0.0006
Si -0.0001 0.0013 0.0015
Si 0.0009 0.0009 -0.0011
Si 0 -0.0002 -0.0006
Si -0.0007 -0.0007 -0.0017
Si 0.0002 -0.0014 -0.0003
Si -0.0002 -0.0006 -0.0003
Si 0.0006 0.0003 0.0003
Si -0.001 0.0004 0.0002
Si 0.0002 0.0003 0.0001
Si -0.0331 0.0089 -0.044
Si 0.0061 -0.0019 -0.166
Si -0.0133 0.0753 0.0923
Si -0.0361 -0.0142 0.0184
Si 0.0194 0.0168 0.0047
Si -0.1085 -0.0326 0.2562
Si -0.0024 0.0431 -0.0223
Si -0.0489 0.1206 0.1871
Si -0.0916 0.2399 -0.0926
Si -0.0169 0.0031 -0.1424
Si 0.0045 -0.0374 -0.1052
Si -0.0383 -0.0582 0.0137
Si -0.0004 -0.0002 -0.001
Si 0.0004 -0.0015 -0.0001
Si -0.0008 -0.0009 -0.0015
Si -0.0002 0.0008 0.0006
Si -0.0009 0.0007 0.0002
Si -0.0003 0.0004 0.0001
Si -0.0001 -0.002 0.0003
Si -0.0001 -0.0006 -0.0014
Si 0.0001 -0.0008 0
Si -0.0012 0.0002 -0.0014
Si 0.0003 0.0016 -0.0004
Si -0.0002 0.0013 -0.0009
Si 0.0013 0.002 -0.0006
Si 0.0026 -0.0003 -0.0001
Si -0.0006 0 -0.0017
Si -0.001 0.0001 -0.001
Si -0.0022 -0.0008 -0.0032
Si -0.0012 -0.0006 -0.0009
Si 0.0001 -0.0005 -0.0006
Si 0.0005 0.0005 -0.0004
Si -0.0001 0.0003 -0.0012
Si -0.0003 0.0007 -0.0015
Si -0.0006 0.0002 0.0017
Si -0.0002 0.001 0
Si -0.0019 0.0045 0.0012
Si -0.0006 -0.0004 0.0066
Si 0.0031 -0.0008 0.0025
Si -0.0004 -0.0029 -0.0004
Si -0.0012 -0.0022 -0.0016
Si -0.0035 -0.0005 0.0001
Si 0.0018 -0.0016 0.0012
Si 0.0006 -0.0028 -0.0012
Si -0.0022 -0.0022 0.0061
Si -0.0023 -0.0005 0.0011
Si -0.0026 0.0002 -0.0001
Si 0.0004 -0.0005 -0.0009
Si -0.0035 0.0032 -0.0017
Si 0.001 -0.0005 0.0019
Si 0.0016 -0.0016 0.0021
Si 0.0016 0 0.0006
Si 0.0003 0.001 -0.0095
Si 0.0011 -0.0005 -0.0022
Si -0.0013 0.0021 -0.0008
Si 0.0004 0.0009 0.0012
Si -0.0019 -0.0011 0.0025
Si -0.0012 0.0001 -0.0009
Si 0.003 0.0024 -0.0013
Si -0.005 -0.0024 -0.0097
O 0.0003 0 -0.0006
O -0.0004 0.0001 -0.0009
O -0.0003 -0.0001 -0.0013
O -0.0008 0 -0.0004
O 0.0002 0.001 0.0004
O 0.0034 0.0038 0.0024
O 0.0002 -0.0022 0.0011
O 0.0006 0.0005 -0.0015
O -0.0014 0.0008 -0.0011
O -0.0004 0.0004 -0.0005
O -0.0011 -0.0006 -0.0003
O -0.0002 0.0003 0.0006
O -0.0002 0.0003 -0.0018
O 0.0005 0.001 -0.0021
O 0.0008 0.0007 -0.0017
O -0.0016 0.0007 -0.0018
O 0 0.001 -0.002
O -0.0007 0.0005 0
O 0.0006 0.0004 -0.0007
O -0.0004 -0.0007 -0.0013
O -0.0002 -0.0009 -0.0029
O 0.0002 0.0003 -0.0011
O -0.001 0.0032 -0.0018
O -0.0005 0.0011 -0.0026
Si -0.0002 0.0007 0.0021
Si -0.0002 0.0001 0.0008
Si -0.0001 0.0007 -0.0008
Si 0.0004 0.0006 0.0014
Si -0.0003 0.0003 0.0008
Si -0.0003 0.0003 0
Si -0.0003 0 -0.0009
Si -0.0004 0 -0.001
Si 0.0008 -0.0002 0.0007
Si 0 0.0007 -0.0004
Si -0.0002 0.0005 -0.0007
Si -0.0001 0.0001 -0.0005
Si -0.0003 0.0001 -0.0007
Si -0.0002 -0.0002 -0.0002
Si 0.0001 0.0008 0.0005
Si -0.0002 0 0.0005
Si -0.0004 0.0001 0.0007
Si -0.0004 -0.0002 0.0007
Si -0.0005 -0.0004 0.0008
Si -0.0004 0.0006 0.0007
Si -0.0009 0.0001 0.0013
Si -0.0002 0.0006 0.0011
Si 0.0002 0.0007 0.0003
Si -0.0004 0.0002 -0.0002
Si -0.0007 0.0003 -0.0008
Si -0.0006 -0.0008 0.0006
Si -0.0006 0.0004 0.0017
Si -0.0003 0.0006 0
Si -0.0005 -0.0003 0.0004
Si -0.0002 0.0002 -0.0015
Si -0.0002 0 0.0004
Si -0.0004 0.0007 0.0008
Si -0.0007 0.0003 -0.0011
Si -0.0006 0.0001 0.0004
Si -0.0004 -0.0003 -0.0007
Si 0.0005 -0.001 -0.0015
Si 0.0001 0.0009 -0.0008
Si -0.0001 0.0003 -0.0006
Si -0.0004 -0.0004 0.0016
Si -0.0009 -0.0008 0.001
O -0.0002 0 -0.0001
O -0.0007 0.0001 -0.0016
O -0.0002 -0.0001 -0.0007
O -0.0004 0.0001 -0.0002
O -0.0005 0 -0.0007
O -0.0004 0 -0.0009
O -0.0002 0.0005 -0.0015
O -0.0002 0 -0.0006
O -0.0005 -0.0004 -0.0002
O -0.0004 0 -0.0003
O -0.0005 0.0002 -0.0004
O -0.0003 0.0006 -0.0011
O -0.0006 0.0006 -0.0001
O -0.0003 0 -0.0004
O -0.0005 0.0003 -0.0002
O -0.0003 0 -0.0004
O -0.0003 -0.0002 -0.0016
O -0.0001 -0.0001 -0.0007
O -0.0006 0.0005 -0.002
O -0.0004 0.0003 -0.0008
O -0.0006 0.0006 -0.0011
O -0.0003 0.0002 -0.0008
O -0.0006 0.0001 -0.0004
O 0 0.0001 -0.0001
O -0.0006 0.0002 -0.0004
O -0.0007 -0.0002 0.0004
O -0.0003 0.0001 -0.0005
O -0.0005 -0.0003 -0.0012
O -0.0001 -0.0002 0.0002
O 0.0001 0.0001 -0.0015
O -0.0001 0.0003 -0.0016
O -0.0004 -0.0002 -0.0007
O -0.0007 0.0001 0
O 0 0.0003 -0.0007
O -0.0001 -0.0001 -0.0011
O -0.0003 0.0003 0.0001
O -0.0002 0.0002 -0.0009
O -0.0002 0.0002 -0.0009
O -0.0004 0.0001 -0.0005
O -0.0004 0.0001 -0.0005
O -0.0002 -0.0002 -0.0013
O -0.0004 0.0001 -0.0005
O -0.0003 0.0003 -0.0008
O -0.0003 0.0002 -0.0011
O -0.0002 0.0001 -0.0002
O -0.0004 -0.0001 -0.0008
O -0.0002 0 -0.0004
O -0.0003 0.0003 -0.0005
O -0.0003 0 -0.0006
O -0.0003 -0.0002 -0.0009
O -0.0003 0.0001 -0.0003
O -0.0003 0.0001 -0.0003
O -0.0001 0.0001 -0.0004
O 0 0.0004 -0.0009
O -0.0009 0.0005 -0.0001
O -0.0002 0.0002 -0.0002
O -0.0007 0.0007 -0.0006
O -0.0002 -0.0001 -0.0004
O -0.0006 0.0002 -0.0005
O -0.0005 -0.0001 -0.0007
O 0 0.0002 0.0001
O -0.0002 0.0004 -0.0008
O -0.0004 0.0001 -0.0006
O -0.0001 -0.0001 -0.0008
O -0.0002 0.0001 -0.0004
O -0.0004 0.0001 -0.0014
O -0.0002 0.0002 -0.0015
O -0.0003 0.0002 -0.0009
O -0.0015 0.0002 -0.0018
O -0.0017 -0.0009 -0.0027
O 0.0008 -0.0002 -0.0007
O -0.0015 -0.0007 0.0015
O -0.0009 -0.001 -0.0014
O -0.0004 -0.001 -0.0022
O 0.0009 -0.0012 0.0039
O 0.001 -0.0023 0.0016
O -0.0018 -0.0001 0.001
O 0.0016 -0.0024 0.0001
O 0.0007 0.0036 0.0007
O 0.0013 0.0013 0.0003
O -0.0001 0.0006 -0.0018
O -0.0004 -0.001 -0.0002
O -0.0011 0.0004 0.0017
O -0.0024 -0.001 -0.0009
O 0.0008 0.0016 -0.0001
O 0.0006 -0.0005 -0.0011

The program warned: the cutoff lies below the one the program advises for these potential files; the exchange-correlation potential is rough where the density is thin.
